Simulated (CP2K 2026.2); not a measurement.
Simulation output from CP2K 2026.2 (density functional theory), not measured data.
Periodic cell of 504 atoms, Si360O144, from a study of silicon, its oxide and their interface. The atomic structure is a simulated model.
Doubt: the forces sum to 2.67 eV/angstrom along one axis rather than to zero, so they err by at least 0.0053 eV/angstrom per atom on average; the grid cutoff is modest.

Settings: functional PBE; method Gaussian and plane waves; basis set DZVP-MOLOPT-SR-GTH; pseudopotentials GTH-PBE; grid cutoff 350 Ry, relative cutoff 50 Ry; k points Gamma only; occupations fixed; spin none; net charge 0.

Cell vectors (angstrom)
a 16.32 0 0
b 0 16.32 0
c -6.1577 0.4927 33.3705

Atoms and the computed forces on them: element, x, y, z (angstrom), force x, y, z (eV/angstrom)
Si -4.578 15.117 33.358 -0.363 0.482 0.606
Si 4.305 1.132 0.001 -0.184 0.172 0.718
Si 1.219 4.486 0.09 0.057 -0.292 0.74
Si 3.855 6.88 0.213 0.206 -0.083 0.75
Si -4.364 9.749 33.244 -0.329 0.199 0.693
Si 4.019 12.555 0.355 0.151 -0.292 0.736
Si 6.628 15.31 0.119 0.082 -0.124 0.72
Si 9.389 1.604 0.348 0.116 -0.212 0.653
Si 7.058 3.779 0.287 -0.307 0.257 0.66
Si 9.264 6.963 0.099 0.073 -0.183 0.74
Si 0.837 9.62 33.336 -0.083 0.266 0.711
Si 3.695 12.364 33.226 -0.214 0.113 0.781
Si 6.265 15.258 33.288 -0.185 0.129 0.753
Si 14.711 1.637 0.12 0.082 -0.129 0.746
Si 12.46 3.833 0.118 -0.078 0.201 0.737
Si 15.238 6.612 0.055 -0.157 0.15 0.848
Si 5.751 9.967 33.363 0.239 0.034 0.646
Si 8.45 12.987 33.342 0.065 -0.089 0.728
Si 2.668 16.336 1.256 -0.035 -0.034 -0.067
Si 5.35 2.703 1.421 0.011 -0.031 -0.036
Si 2.651 5.492 1.617 0.016 0.016 -0.016
Si 5.483 8.063 1.396 -0.008 -0.003 -0.078
Si 2.795 10.827 1.334 -0.02 0.019 -0.035
Si 5.57 13.741 1.531 0.043 0.026 -0.01
Si 8.194 16.316 1.512 -0.004 0.003 -0.007
Si 10.937 2.792 1.561 0.019 0.037 -0.001
Si 8.176 5.42 1.49 0.004 0.03 -0.032
Si 10.778 8.111 1.466 -0.042 -0.029 -0.027
Si 8.148 10.84 1.179 0.018 -0.05 -0.087
Si 10.89 13.522 1.231 0.002 0.013 -0.065
Si 13.571 16.304 1.329 -0.005 -0.032 -0.047
Si 0.039 2.804 1.303 0.015 0.029 -0.072
Si 13.632 5.458 1.342 0.002 0.018 -0.046
Si 0.084 8.244 1.258 0.065 0.027 -0.037
Si 13.52 10.8 1.204 -0.026 -0.005 -0.059
Si -0.077 13.571 1.295 -0.002 -0.011 -0.026
Si 1.358 1.391 2.655 -0.013 -0.021 -0.018
Si 4.041 4.06 2.812 0.037 -0.004 0
Si 1.307 6.922 2.827 -0.051 0.018 0.03
Si 4.137 9.491 2.726 -0.013 -0.004 0.031
Si 1.325 12.185 2.64 0.019 0.016 0.028
Si 4.044 15.043 2.752 -0.017 0.04 0.044
Si 6.774 1.376 2.81 0.006 0.053 0.036
Si 9.57 4.145 2.868 0.004 0.006 0.052
Si 6.78 6.742 2.818 0.01 -0.01 0.038
Si 9.431 9.536 2.731 -0.025 0.045 0.023
Si 6.894 12.212 2.686 0.005 -0.036 -0.014
Si 9.554 14.85 2.701 0.048 0.006 -0.016
Si 12.252 1.302 2.781 0.019 0.003 0.023
Si 14.988 4.111 2.733 0.007 0.016 0.027
Si 12.247 6.784 2.717 0.005 -0.02 0
Si 14.968 9.552 2.6 -0.015 -0.024 -0.016
Si 12.23 12.188 2.65 -0.027 -0.019 0.037
Si 14.966 14.975 2.688 -0.004 -0.002 0.038
Si 0.01 16.34 4.039 -0.008 -0.006 -0.011
Si 2.687 2.689 4.117 -0.016 -0.001 -0.007
Si -0.03 5.487 4.126 0.006 -0.004 -0.011
Si 2.747 8.207 4.136 -0.004 -0.022 -0.013
Si -0.023 10.875 4.04 0.028 -0.013 -0.006
Si 2.689 13.585 4.018 0.014 -0.015 -0.019
Si 5.407 16.347 4.153 0.001 -0.001 -0.043
Si 8.165 2.737 4.139 -0.048 -0.012 -0.018
Si 5.418 5.404 4.162 0.003 -0.001 -0.008
Si 8.126 8.162 4.124 0.03 0.014 -0.025
Si 5.48 10.888 4.055 0.016 -0.015 -0.016
Si 8.208 13.543 4.099 -0.018 0.003 0.016
Si 10.875 16.252 4.087 -0.022 -0.005 -0.015
Si 13.634 2.705 4.085 0.011 0.026 -0.037
Si 10.935 5.485 4.174 -0.017 0.007 0.009
Si 13.624 8.181 4.013 0.015 0.027 -0.003
Si 10.856 10.879 4.058 -0.005 0.012 -0.031
Si 13.596 13.576 4.021 0.005 -0.025 -0.04
Si 1.328 14.959 16.256 -0.001 -0.028 -0.009
Si 4.078 1.368 16.309 0.005 0.003 0.004
Si 1.337 4.079 16.336 -0.011 0.008 -0.001
Si 4.065 6.774 16.245 0.022 -0.011 -0.011
Si 1.325 9.515 16.282 0.003 -0.022 0.008
Si 4.097 12.238 16.252 -0.016 0.01 -0.002
Si 6.811 14.968 16.308 0.003 -0.003 0.007
Si 9.565 1.373 16.327 0.019 0.008 0.011
Si 6.828 4.089 16.262 -0.002 0.015 -0.003
Si 9.52 6.766 16.344 -0.018 0.008 0.01
Si 6.758 9.484 16.279 -0.015 0.022 0.002
Si 9.542 12.251 16.311 0.008 0.023 0.013
Si 12.252 14.985 16.354 0.028 -0.002 0.003
Si -1.384 1.36 16.357 0.008 -0.024 0.014
Si 12.239 4.095 16.395 -0.023 -0.007 0.02
Si -1.366 6.794 16.353 0.004 -0.01 0.009
Si 12.236 9.517 16.332 0.004 -0.008 0.017
Si -1.333 12.275 16.309 0.007 -0.011 -0.003
Si 2.705 16.268 17.602 0.002 0.031 -0.021
Si 5.445 2.788 17.61 -0.005 -0.024 0.001
Si 2.698 5.484 17.645 0.002 -0.02 0.013
Si 5.404 8.087 17.631 -0.029 -0.009 0.032
Si 2.741 10.858 17.567 0.011 0.011 0.011
Si 5.443 13.583 17.639 0.013 -0.01 0.012
Si 8.177 16.35 17.646 -0.023 -0.012 0.028
Si 10.897 2.709 17.763 0.011 -0.007 -0.001
Si 8.168 5.377 17.704 -0.008 -0.008 0.027
Si 10.883 8.132 17.691 0.024 0.001 0.034
Si 8.124 10.872 17.579 -0.003 -0.033 -0.024
Si 10.907 13.608 17.699 -0.042 -0.04 0.036
Si -2.736 16.342 17.768 -0.022 -0.019 0.024
Si -0.005 2.698 17.707 0.013 0.03 0.014
Si -2.703 5.45 17.762 0.017 0.026 0.042
Si -0.035 8.192 17.699 -0.003 0.027 0.006
Si -2.679 10.894 17.635 0.011 0.029 -0.015
Si -0.014 13.67 17.688 0.015 0.02 0.044
Si 1.362 1.258 18.988 -0.024 -0.049 -0.033
Si 4.051 4.112 18.972 0.008 0.004 -0.033
Si 1.378 6.877 19.025 0.051 0.006 0.011
Si 4.014 9.448 18.949 -0.027 -0.015 -0.064
Si 1.443 12.274 18.886 0.013 0.017 -0.024
Si 4.078 14.955 18.97 -0.02 -0.003 -0.018
Si 6.829 1.462 18.948 0.04 0.035 -0.03
Si 9.517 4.03 19.135 -0.045 0.037 -0.005
Si 6.736 6.704 19.01 -0.004 -0.035 -0.032
Si 9.425 9.497 18.931 -0.03 -0.022 -0.007
Si 6.777 12.175 18.974 -0.019 0.009 -0.007
Si 9.504 14.976 19.022 0.017 0.004 -0.032
Si 12.248 1.382 19.191 0.016 -0.016 -0.003
Si -1.329 4.055 19.116 -0.017 -0.04 -0.035
Si 12.27 6.851 19.133 0.002 0.006 -0.024
Si -1.38 9.58 19.075 -0.009 -0.02 0.012
Si 12.333 12.238 19.014 0.018 0.049 -0.01
Si -1.374 15.006 19.153 0.038 -0.049 -0.012
Si 0.054 16.342 20.525 -0.018 0.03 0.046
Si 2.773 2.61 20.229 0.05 0.013 0.016
Si 0.102 5.485 20.362 -0.002 -0.041 0.004
Si 2.612 8.277 20.47 0.008 0.032 0.089
Si 0.06 11.007 20.249 0.013 0.023 0.069
Si 2.821 13.517 20.328 0.026 -0.008 0.04
Si 5.419 16.427 20.189 -0.036 0.027 0.019
Si 8.093 2.73 20.52 -0.001 -0.012 0.081
Si 5.302 5.456 20.438 -0.035 0.042 0.06
Si 8.11 8.076 20.3 -0.01 0.018 0.054
Si 5.463 10.7 20.253 0.04 -0.017 0.062
Si 8.082 13.577 20.311 -0.011 0.005 0.033
Si 10.808 16.34 20.481 -0.038 0.018 0.067
Si -2.654 2.69 20.599 0.03 0.005 0.087
Si 10.923 5.38 20.448 0.055 -0.027 0.041
Si -2.748 8.331 20.558 -0.038 0.013 0.035
Si 10.846 10.865 20.175 0.025 -0.007 -0.05
Si -2.721 13.599 20.525 0.023 -0.006 0.057
Si 1.252 14.639 21.628 0.08 0.186 -0.757
Si 4.333 1.57 21.664 -0.18 -0.07 -0.736
Si 1.355 3.857 21.521 0.031 0.206 -0.628
Si 4.162 7.098 21.752 -0.105 -0.187 -0.748
Si 1.499 9.986 21.777 -0.097 -0.313 -0.731
Si 3.989 11.862 21.577 -0.005 0.231 -0.697
Si 6.851 15.187 21.462 0.002 -0.197 -0.688
Si 9.106 1.004 21.817 0.209 0.351 -0.757
Si 6.432 3.899 21.775 0.227 0.116 -0.718
Si 9.66 6.927 21.612 -0.124 -0.195 -0.765
Si 6.55 9.145 21.672 0.038 0.083 -0.717
Si 9.77 12.474 21.454 -0.219 -0.025 -0.719
Si 11.942 14.745 21.761 0.274 0.182 -0.735
Si -0.929 1.708 21.947 -0.32 -0.379 -0.707
Si -3.72 4.402 21.818 -0.36 -0.405 -0.638
Si -1.464 6.685 21.628 0.209 0.318 -0.681
Si 11.704 9.347 21.748 0.435 0.148 -0.691
Si -1.006 12.477 21.707 -0.287 -0.071 -0.752
Si -2.441 9.41 26.109 0.017 -0.048 0.032
Si -1.058 15.07 26.201 0.035 -0.016 -0.045
Si 5.935 15.707 26.928 -0.081 -0.041 0.046
Si 5.666 13.43 23.629 0.051 -0.001 -0.088
Si -2.832 5.565 31.308 -0.121 -0.039 0.208
Si 2.48 12.862 30.393 0.128 -0.099 0.122
Si 6.457 11.083 26.805 -0.02 -0.174 0
Si 9.289 12.312 30.43 -0.033 0.162 0.034
Si -2.295 2.871 30.493 0.073 -0.096 0.085
Si -3.75 11.675 27.774 -0.109 0.001 0.03
Si 10.408 10.975 23.872 -0.012 -0.161 -0.132
Si 6.426 2.142 26.164 0.139 -0.011 0.012
Si -1.996 12.774 30.812 -0.074 0.065 0.053
Si 0.995 12.622 26.23 0.011 -0.066 -0.123
Si 3.958 3.798 26.074 -0.015 -0.067 -0.012
Si 0.408 1.82 29.511 0.036 0.167 0.039
Si 1.446 10.128 28.034 0.093 0.033 -0.088
Si 4.21 11.072 28.67 0.136 -0.098 0.048
Si 4.275 5.431 31.411 -0.117 0.009 0.147
Si -4.515 7.099 26.202 0.008 0.013 0.041
Si -2.493 14.369 28.675 -0.051 0.019 0.037
Si -3.169 4.535 24.805 0.034 0.071 -0.156
Si -4.295 1.945 25.982 -0.043 0.02 -0.171
Si 2.586 16.382 23.784 0.066 -0.057 -0.048
Si 2.559 5.401 23.816 -0.005 0.039 -0.084
Si 4.382 5.784 28.285 -0.093 0.087 -0.048
Si 7.071 10.785 29.497 -0.198 0.022 -0.042
Si 6.502 1.312 29.042 -0.037 0.048 -0.128
Si -3.648 15.385 24.802 -0.117 -0.017 -0.084
Si 10.817 13.134 25.896 0.031 -0.026 0.013
Si 8.317 5.137 23.839 -0.107 0.058 -0.077
Si 9.463 4.697 29.379 0.042 -0.054 -0.067
Si 4.542 0.649 31.253 0.113 -0.044 0.111
Si 8.651 7.105 25.948 0.076 -0.066 0.062
Si 7.236 6.569 28.546 -0.02 0.037 0.075
Si 1.573 4.266 30.946 -0.034 0.069 0.004
Si -0.166 7.988 27.005 0.037 -0.015 0.024
Si 7.802 9.629 24.512 0.141 0.095 -0.101
Si 7.323 8.381 31.163 -0.15 -0.186 0.091
Si 1.743 15.626 30.648 0.01 0.187 0.2
Si 1.22 3.048 26.732 0.016 0.074 0.064
Si 9.256 2.412 24.562 -0.192 -0.076 -0.026
Si 0.095 10.749 30.542 -0.027 -0.013 0.073
Si 7.676 13.546 25.751 -0.046 0.003 -0.106
Si -4.664 14.178 30.489 0.121 0.045 0.148
Si 1.462 5.81 28.189 0.165 -0.068 -0.049
Si -0.386 10.726 24.062 0.038 0.022 -0.106
Si -0.494 6.19 24.413 -0.084 -0.097 -0.074
Si -4.973 2.479 28.846 -0.097 0.136 -0.04
Si 3.598 14.428 25.812 -0.068 0.036 0.028
Si -4.802 7.031 29.38 0.008 -0.066 -0.023
Si -0.029 1.296 24.712 -0.186 -0.011 -0.124
Si -4.976 10.106 30.144 0.16 -0.083 0.138
Si 9.141 2.06 30.613 0.056 0.1 0.015
Si 1.351 14.952 5.402 0.012 0.017 -0.014
Si 4.055 1.368 5.503 0.008 0.026 0.008
Si 1.341 4.093 5.449 0.017 -0.005 -0.006
Si 4.067 6.8 5.484 -0.005 0.006 0.004
Si 1.35 9.556 5.445 -0.004 0.008 -0.002
Si 4.082 12.249 5.391 -0.024 -0.002 -0.008
Si 6.804 14.934 5.423 0.007 -0.018 -0.018
Si 9.522 1.324 5.442 -0.002 0.001 -0.008
Si 6.805 4.076 5.508 0.012 -0.003 0.001
Si 9.532 6.837 5.48 -0.006 -0.002 0.006
Si 6.786 9.529 5.47 -0.011 -0.003 -0.001
Si 9.55 12.221 5.477 -0.008 -0.015 0.003
Si 12.258 14.922 5.433 0.002 -0.013 -0.009
Si 14.987 1.358 5.442 0.011 -0.012 0.006
Si 12.273 4.062 5.467 0.011 0.003 -0.015
Si 14.926 6.832 5.456 -0.005 -0.001 -0.001
Si 12.245 9.522 5.395 0.003 -0.003 -0.011
Si 14.952 12.238 5.407 0 0.013 0.005
Si 2.697 16.297 6.808 0.017 -0.011 -0.001
Si 5.43 2.721 6.847 -0.001 0 0.008
Si 2.705 5.434 6.824 0.008 -0.001 0.001
Si 5.432 8.165 6.828 -0.002 0.005 0
Si 2.722 10.91 6.787 -0.004 -0.002 0.003
Si 5.438 13.589 6.784 -0.005 0 -0.003
Si 8.155 16.295 6.8 -0.01 0.014 -0.003
Si 10.887 2.697 6.797 0.004 -0.004 -0.001
Si 8.174 5.456 6.829 -0.008 -0.004 -0.006
Si 10.902 8.189 6.812 -0.015 -0.002 0.002
Si 8.167 10.874 6.819 0.013 0.007 0.01
Si 10.901 13.591 6.819 -0.005 -0.012 0.007
Si 13.612 16.308 6.782 -0.005 0 0
Si 0.002 2.724 6.813 -0.009 0.01 0
Si 13.6 5.449 6.822 0.004 0.004 0
Si -0.005 8.177 6.799 0.008 -0.007 0.001
Si 13.596 10.88 6.773 -0.004 0.005 -0.005
Si -0.011 13.604 6.772 0.002 -0.005 0.002
Si 1.355 1.354 8.166 0.002 0.004 0.002
Si 4.071 4.085 8.188 0.004 0.013 0.006
Si 1.344 6.807 8.163 -0.005 -0.012 -0.003
Si 4.065 9.535 8.161 -0.011 -0.012 0.002
Si 1.355 12.258 8.147 0.023 0.013 0.001
Si 4.08 14.95 8.152 -0.004 -0.005 -0.004
Si 6.802 1.342 8.169 -0.006 -0.002 -0.008
Si 9.533 4.07 8.161 -0.014 0.006 -0.005
Si 6.804 6.809 8.181 0.011 0.006 0.003
Si 9.532 9.526 8.178 0.003 0.01 0.005
Si 6.799 12.241 8.158 -0.007 -0.013 -0.002
Si 9.526 14.952 8.162 0.006 -0.006 0.002
Si 12.252 1.346 8.153 -0.006 -0.002 0
Si -1.357 4.086 8.169 0.004 0.001 0.004
Si 12.238 6.807 8.171 -0.012 -0.01 0
Si -1.369 9.53 8.153 -0.003 -0.001 0
Si 12.254 12.228 8.166 -0.001 0.008 0.009
Si -1.359 14.956 8.152 0.008 0 0.005
Si -0.009 16.321 9.52 -0.001 0.007 0.001
Si 2.712 2.713 9.531 0.008 -0.003 0.002
Si -0.007 5.446 9.53 0.017 -0.001 0.004
Si 2.71 8.164 9.516 -0.002 0.004 -0.002
Si -0.005 10.89 9.506 -0.004 -0.002 -0.003
Si 2.717 13.605 9.518 0 0.003 0.005
Si 5.436 16.307 9.521 -0.002 -0.006 0.004
Si 8.166 2.713 9.518 0.001 -0.007 -0.005
Si 5.441 5.444 9.533 -0.011 -0.001 0.003
Si 8.171 8.163 9.533 0.009 -0.008 0
Si 5.44 10.883 9.517 0.008 0.016 -0.008
Si 8.163 13.595 9.521 -0.013 -0.002 0
Si 10.885 16.316 9.516 -0.015 0.001 -0.002
Si 13.6 2.719 9.515 0.001 0.007 -0.002
Si 10.884 5.437 9.524 0.004 0.007 0.002
Si 13.6 8.167 9.524 0.003 -0.006 0
Si 10.89 10.883 9.534 -0.008 0.002 -0.003
Si 13.605 13.6 9.519 0 -0.009 -0.002
Si 1.357 14.967 10.877 0.006 0.004 0.001
Si 4.079 1.352 10.88 0.007 -0.001 0.002
Si 1.35 4.08 10.882 -0.004 0.003 0.002
Si 4.073 6.804 10.878 0.006 0 -0.001
Si 1.343 9.52 10.868 0.006 -0.003 -0.005
Si 4.082 12.245 10.873 -0.009 -0.013 -0.003
Si 6.804 14.955 10.88 0.005 0.001 0
Si 9.53 1.358 10.878 0.005 0.004 -0.003
Si 6.805 4.072 10.879 0.003 0.005 -0.001
Si 9.529 6.796 10.886 -0.018 -0.01 -0.001
Si 6.803 9.527 10.878 -0.012 0.008 -0.002
Si 9.527 12.242 10.886 0.011 -0.008 0.003
Si 12.242 14.961 10.878 -0.003 -0.002 0.003
Si -1.364 1.364 10.88 0.003 -0.007 -0.003
Si 12.247 4.079 10.88 -0.006 -0.004 -0.002
Si -1.37 6.802 10.888 -0.003 0.001 0.007
Si 12.241 9.518 10.894 -0.013 0.008 0.001
Si -1.359 12.242 10.879 0.01 0.01 0
Si 2.71 16.327 12.242 0.003 -0.001 0.004
Si 5.446 2.709 12.235 -0.013 -0.005 0.002
Si 2.714 5.437 12.234 -0.001 -0.003 0.001
Si 5.439 8.164 12.227 0.015 0.001 0.004
Si 2.713 10.878 12.21 -0.007 0.001 -0.006
Si 5.443 13.6 12.239 -0.001 -0.002 0.003
Si 8.169 16.318 12.235 -0.008 -0.001 -0.001
Si 10.891 2.718 12.238 -0.01 0.007 -0.004
Si 8.171 5.43 12.235 0.007 0.011 0.002
Si 10.885 8.152 12.255 0.004 -0.009 0
Si 8.171 10.875 12.24 0.002 0.01 -0.006
Si 10.887 13.604 12.245 -0.011 0.004 0
Si 13.594 16.33 12.238 0.006 0.004 -0.004
Si -0.015 2.73 12.247 0.008 0.002 0
Si 13.595 5.439 12.252 -0.002 -0.011 -0.002
Si -0.013 8.165 12.241 0.006 -0.001 0.001
Si 13.6 10.885 12.245 -0.001 -0.004 -0.002
Si -0.006 13.61 12.233 0 -0.01 0.003
Si 1.347 1.373 13.6 -0.012 0.017 0.001
Si 4.077 4.069 13.584 0.015 -0.007 0
Si 1.34 6.788 13.588 0.013 0 -0.006
Si 4.061 9.517 13.57 -0.012 0.019 -0.007
Si 1.358 12.237 13.565 0.017 -0.013 -0.01
Si 4.077 14.965 13.59 -0.008 0.004 0.004
Si 6.812 1.354 13.596 0.019 -0.008 0.003
Si 9.538 4.077 13.596 -0.005 -0.01 -0.009
Si 6.81 6.803 13.573 -0.019 -0.009 -0.005
Si 9.522 9.51 13.611 -0.005 0.007 0.008
Si 6.818 12.243 13.589 -0.004 -0.015 0.005
Si 9.535 14.972 13.602 0.007 -0.006 0
Si 12.25 1.373 13.611 -0.004 -0.005 -0.007
Si -1.376 4.079 13.622 0.002 0.008 0.001
Si 12.238 6.791 13.623 -0.006 0.005 0.004
Si -1.374 9.52 13.608 0.005 0.004 0.004
Si 12.247 12.249 13.61 -0.003 -0.003 0.001
Si -1.371 14.97 13.592 0.003 0.005 -0.008
Si -0.033 16.345 14.948 0.002 -0.006 -0.007
Si 2.709 2.73 14.962 0.007 0.005 0.009
Si -0.014 5.441 14.973 -0.007 -0.003 -0.003
Si 2.695 8.156 14.927 -0.006 -0.01 0.004
Si -0.005 10.899 14.935 0.018 0.026 -0.003
Si 2.707 13.593 14.923 -0.01 -0.009 0.002
Si 5.439 16.323 14.952 0 -0.002 0.002
Si 8.192 2.709 14.946 -0.007 0.001 0.003
Si 5.453 5.435 14.91 0.003 0.007 -0.009
Si 8.165 8.132 14.965 -0.009 -0.007 0.006
Si 5.441 10.866 14.907 -0.003 0.001 0.003
Si 8.177 13.609 14.953 0.005 0.005 0
Si 10.904 16.328 14.966 -0.022 -0.002 -0.005
Si -2.737 2.732 15.004 0.008 0.01 -0.001
Si 10.884 5.42 14.986 0.004 0.002 -0.002
Si -2.722 8.153 14.98 -0.008 -0.012 0
Si 10.89 10.877 14.959 -0.004 0.004 -0.003
Si -2.721 13.623 14.973 0.006 0.001 -0.002
O 9.172 12.322 32.044 0.257 -0.445 0.091
O -2.42 2.191 31.958 -0.285 -0.219 0.099
O 7.794 9.751 30.483 0.582 0.171 0.264
O 9.401 11.629 22.785 -0.622 0.133 -0.044
O 2.4 4.214 22.731 0.448 -0.263 0.093
O -0.262 16.395 25.745 0.367 -0.029 0.166
O -1.18 2.095 29.622 -0.276 -0.213 -0.297
O 0.093 13.61 22.156 -0.209 -0.106 0.446
O 7.801 1.5 29.948 -0.032 -0.258 0.237
O 7.989 16.166 22.087 0.125 -0.24 0.2
O 5.782 6.453 27.803 -0.063 0.128 -0.361
O 5.386 2.709 22.205 0.042 -0.027 0.447
O -0.482 7.188 25.655 -0.109 -0.024 -0.237
O 7.813 8.118 25.029 -0.599 -0.416 -0.152
O -3.998 4.758 32.138 0.144 -0.525 -0.195
O 2.835 13.604 0.017 -0.073 -0.1 -0.221
O 7.051 12.567 26.85 -0.26 0.065 0.524
O 4.024 1.685 32.366 0.27 0.137 -0.166
O 6.93 4.654 23.147 -0.218 0.33 0.25
O -2.723 12.904 28.005 0.525 -0.14 -0.42
O 2.729 2.738 26.193 0.143 -0.385 -0.269
O -2.645 5.609 21.882 -0.112 -0.034 0.203
O -4.616 10.274 31.721 0.067 0.149 -0.141
O -3.92 4.105 23.414 -0.241 -0.406 0.235
O 9.329 10.149 24.759 0.174 -0.228 0.584
O 8.079 2.522 0.032 -0.126 -0.003 -0.355
O 7.385 14.14 32.82 -0.031 0.107 -0.248
O 7.321 9.72 22.98 0.192 0.151 -0.01
O 0.03 9.978 31.961 -0.208 0.055 0.065
O 6.979 7.362 29.948 -0.329 -0.218 0.1
O -0.873 7.06 23.098 0.265 0.42 0.393
O -3.325 8.513 33.019 0.095 -0.064 -0.268
O 1.829 14.23 29.863 -0.317 -0.092 -0.548
O -3.719 2.878 29.762 -0.014 0.306 0.082
O 11.183 12.383 27.287 -0.143 0.058 0.357
O 7.378 3.182 33.019 -0.044 0.092 -0.305
O -3.583 8.332 25.686 -0.036 0.103 -0.332
O 4.582 5.703 29.871 0.475 0.198 0.2
O 5.023 12.221 22.791 0.249 -0.22 0.104
O -4.901 15.191 31.745 -0.429 0.196 -0.475
O -1.401 12.752 32.305 0.651 -0.252 0.024
O 1.111 11.633 27.513 0.029 0.18 0.513
O -3.161 10.76 26.594 0.032 0.229 -0.302
O 10.81 13.604 22.02 -0.006 -0.177 0.135
O 3.343 6.621 23.09 -0.092 0.335 0.521
O -1.902 6.463 32.287 0.607 -0.13 -0.202
O 0.294 6.913 28.113 -0.303 -0.001 0.422
O 1.053 9.063 26.873 0.494 0.023 -0.588
O -1.322 11.626 23.069 -0.521 0.067 0.237
O 0.619 4.81 32.137 -0.561 0.38 -0.052
O 0.504 9.783 29.313 -0.181 -0.529 -0.094
O 9.226 1.52 32.13 0.226 -0.621 -0.015
O -4.386 1.708 27.572 0.077 -0.641 0.012
O -1.515 14.072 29.951 0.431 0.252 0.182
O -2.168 14.781 25.062 0.212 -0.333 -0.418
O 0.616 9.791 23.155 -0.044 -0.499 0.342
O 8.226 7.312 27.497 0.201 0.274 0.123
O -5.187 8.538 29.82 -0.102 -0.144 -0.109
O 8.493 7.722 32.041 0.213 -0.097 -0.247
O 4.736 11.147 32.816 0.022 -0.059 -0.231
O 7.16 15.003 26.154 0.284 0.401 -0.052
O 7.846 2.22 25.368 -0.146 0.158 0.129
O 1.141 4.626 27.118 -0.414 0.305 -0.35
O 0.747 16.611 29.862 -0.206 -0.361 -0.068
O 7.11 13.107 24.29 0.329 -0.301 -0.341
O 5.229 1.472 30.037 -0.092 0.342 0.079
O 10.21 13.594 30.034 -0.287 0.334 -0.358
O 2.084 15.096 22.947 -0.001 -0.203 0.187
O 7.786 12.227 29.789 -0.327 0.587 0.029
O 3.11 4.324 31.447 0.239 -0.603 0.278
O 5.363 3.196 25.553 0.212 0.058 -0.526
O 11.173 12.096 24.72 0.45 0.021 -0.264
O -3.98 5.74 25.513 -0.067 -0.047 0.155
O -3.513 6.515 30.202 0.22 0.175 -0.169
O 1.41 5.211 29.67 -0.127 0.062 0.016
O -1.345 11.418 30.199 -0.206 -0.317 -0.356
O 1.366 1.087 23.931 0.12 0.551 -0.377
O 0.545 11.701 24.972 0.272 -0.072 -0.187
O 10.387 1.524 29.735 0.297 -0.46 -0.125
O 7.995 5.143 28.826 -0.175 -0.416 0.033
O 4.887 11.2 27.198 -0.3 0.044 -0.423
O -0.679 0.544 33.003 0.134 0.091 -0.173
O 4.594 13.773 24.748 0.075 0.012 0.223
O 6.144 8.878 32.179 -0.361 -0.143 -0.351
O 5.612 4.893 32.128 0.346 0.094 -0.106
O -3.638 12.927 30.856 -0.361 -0.207 0.094
O 2.436 13.356 26.103 0.069 -0.083 -0.043
O -3.283 3.186 25.7 0.22 -0.07 0.531
O 9.514 1.374 23.349 0.457 -0.28 0.402
O 3.008 15.815 25.227 -0.155 0.514 0.208
O 3.245 13.05 31.816 -0.184 0.374 -0.249
O 8.973 6.315 22.953 -0.224 -0.011 0.215
O 3.483 4.967 25.062 0.109 0.285 -0.053
O -3.744 0.606 25.274 0.4 0.3 0.147
O -0.097 13.798 26.415 -0.273 0.193 0.225
O 10.02 10.98 29.911 -0.079 -0.164 -0.598
O 10.507 2.267 25.544 -0.201 -0.176 0.38
O 1.194 15.287 32.135 0.288 -0.596 0.046
O 9.264 13.504 25.808 -0.01 0.002 0.018
O 10.204 6.006 32.975 0.006 -0.01 -0.42
O 3.781 6.781 32.149 -0.081 0.074 -0.268
O -3.923 15.31 23.214 -0.097 0.173 -0.026
O 5.699 0.704 26.015 -0.404 0.002 -0.533
O -1.181 1.324 23.542 -0.586 -0.162 0.389
O 6.417 16.138 28.409 -0.087 -0.365 0.435
O 10.445 3.793 28.414 0.154 0.297 -0.494
O 1.198 2.747 30.571 0.232 -0.287 0.434
O 5.443 10.751 29.699 -0.064 -0.241 0.576
O 0.129 2.945 22.098 -0.118 0.248 0.1
O -4.68 14.5 25.677 -0.011 0.148 0.342
O 1.291 11.821 30.662 0.175 0.246 0.342
O 4.24 4.343 27.573 0.219 -0.539 0.204
O 9.19 3.697 30.638 -0.018 0.209 0.603
O 2.94 6.489 27.953 -0.059 0.517 -0.087
O 0.138 2.66 25.582 -0.409 0.465 -0.299
O 2.769 10.949 22.191 0.163 0.036 0.263
O 3.517 12.404 29.246 0.216 0.562 -0.138
O 5.872 14.696 22.663 -0.564 0.306 0.285
O -1.548 8.776 27.323 -0.206 0.052 0.467
O 6.595 2.349 27.783 0.173 0.696 0.383
O 0.918 2.143 28.024 0.174 -0.408 -0.079
O -1.411 9.812 24.915 -0.051 -0.323 0.034
O -4.434 6.985 27.811 0.041 -0.29 0.012
O 3.249 16.198 30.701 0.156 -0.329 -0.512
O 2.013 8.55 32.923 -0.125 0.144 -0.171
O 4.568 14.835 27.055 -0.221 -0.045 0.411
O -1.611 5.009 24.613 0.156 -0.164 -0.07
O 1.038 5.693 24.269 0.086 0.14 -0.074
O -3.921 10.73 29.077 0.346 -0.252 0.167
O 3.764 0.825 22.994 0.097 0.135 0.386
O 7.265 10.287 27.964 0.215 -0.611 0.02
O -1.815 15.363 27.614 0.11 0.577 0.344
O 3.005 9.994 28.494 -0.067 -0.34 0.179
O 10.719 8.082 22.073 0.045 -0.323 0.291
O 9.298 3.865 23.86 0.38 -0.034 -0.223
O -1.891 4.434 30.642 0.407 0.245 -0.171
O -3.912 14.938 29.255 -0.262 0.63 -0.242
O 6.689 10.419 25.375 -0.212 -0.143 -0.207
O 5.606 15.946 31.953 -0.013 -0.118 -0.25
O 10.251 7.315 25.793 0.099 0.295 -0.108
O 10.259 6.063 29.718 -0.42 0.053 0.352
O 8.183 5.652 25.371 -0.418 -0.395 0.409
O 5.379 8.11 22.203 0.032 -0.006 0.369
O 11.634 10.147 23.182 0.249 -0.074 0.565

Results
total energy: -101653.422 eV
total energy less fixed offsets of O -438.35, Si -107.03 eV per atom: -0.222 eV
